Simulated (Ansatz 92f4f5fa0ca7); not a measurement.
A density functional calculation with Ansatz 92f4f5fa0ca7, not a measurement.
Periodic cell of 184 atoms, Si120O64, from a study of silicon, its oxide and their interface. The atomic structure is a simulated model.

Settings
functional: r2SCAN
potential files: Ansatz PAW
basis: plane waves
wave-function cutoff: 800 eV
density cutoff ratio: 5
exchange-correlation grid ratio: 1
k mesh: 1 x 1 x 1, shifted by 0.5 0.5 0 of a step
self-consistency stop: 1e-10 eV per atom in the density residual
occupations: fixed
spin: none
net charge: 0

Cell vectors (angstrom)
a, 10.887, 0, 0
b, 0, 10.887, 0
c, 0, 0, 27.2197

Atoms: element, x, y, z (angstrom)
Si, 1.5307, -4.1467, 1.42
Si, 7.6739, 2.6051, -4.0881
Si, 0.4458, 6.8598, -4.1128
Si, 0.0621, 8.2031, 2.5776
Si, 10.372, -13.3001, -8.6555
Si, 6.855, -4.217, 1.3169
Si, 10.642, 11.1508, -0.2388
Si, 4.2675, 12.173, -2.1185
Si, 1.3189, 1.2107, 1.3424
Si, 9.5981, 5.809, -1.9272
Si, 2.906, 5.4153, 2.739
Si, 5.6235, 8.2045, 2.7035
Si, 11.3346, 5.015, 0.2434
Si, 8.286, 5.4948, 2.7785
Si, 13.9906, 7.9283, -1.1048
Si, 13.4117, 13.5882, 0.0937
Si, -1.3717, 3.979, 1.4836
Si, 2.8856, 0.0312, 2.641
Si, -1.3926, 9.4845, 1.0987
Si, 4.1528, 3.9194, 1.3476
Si, 8.8049, 2.6799, -1.3613
Si, 8.286, -0.1262, 2.7611
Si, 5.4083, 13.6164, 2.9592
Si, 10.9374, 2.6263, 2.7648
Si, 1.4292, 4.0759, 4.0624
Si, 4.0329, 1.3712, 4.232
Si, 1.4758, 9.5152, 3.9548
Si, 4.2054, 6.8526, 4.0481
Si, 6.8794, 4.1413, 4.1159
Si, 9.5945, 1.2964, 4.0995
Si, 6.9498, 9.4537, 4.1826
Si, 9.6223, 6.8838, 4.0873
Si, 0.1065, -0.0298, 5.3995
Si, 2.7008, 2.7557, 5.5481
Si, 0.0418, 5.4381, 5.4182
Si, 2.7562, 8.1462, 5.3695
Si, 5.4777, -0.0444, 5.4626
Si, 8.1995, 2.6831, 5.4003
Si, 5.508, 5.4951, 5.4524
Si, 8.2668, 8.1422, 5.5597
Si, 1.3411, 1.3438, 6.8447
Si, 4.1174, 4.1475, 6.8197
Si, 1.3957, 6.8268, 6.76
Si, 4.067, 9.4889, 6.7943
Si, 6.8271, 1.3837, 6.7798
Si, 9.5316, 4.0439, 6.7683
Si, 6.8125, 6.8023, 6.8635
Si, 9.6152, 9.5754, 6.8182
Si, -0.0471, 2.6826, 8.1894
Si, 2.7187, -0.0222, 8.1698
Si, 0.0719, 8.212, 8.1432
Si, 2.7226, 5.5012, 8.1638
Si, 5.4768, 2.7513, 8.1439
Si, 8.178, 0.0334, 8.141
Si, 5.3759, 8.1319, 8.2011
Si, 8.1375, 5.3694, 8.1357
Si, 1.3395, 4.1077, 9.4384
Si, 4.0958, 1.3753, 9.4402
Si, 1.3823, 9.5398, 9.6125
Si, 3.9884, 6.8275, 9.6555
Si, 6.7705, 4.0843, 9.5965
Si, 9.4777, 1.3411, 9.6072
Si, 6.7323, 9.5828, 9.423
Si, 9.5009, 6.8252, 9.3181
Si, -0.0208, -0.0211, 10.9782
Si, 2.7565, 2.7681, 10.745
Si, -0.0818, 5.5063, 10.6814
Si, 2.6446, 8.2061, 11.1127
Si, 5.3674, 0.0013, 10.8444
Si, 8.0804, 2.6791, 10.9739
Si, 5.3549, 5.4318, 10.9804
Si, 8.1031, 8.1566, 10.6114
Si, -1.6276, 0.2037, 14.9707
Si, -0.3027, 2.8183, 15.1714
Si, 1.1053, 6.7614, 12.2622
Si, 1.3384, 11.2639, 15.4411
Si, 6.6679, 1.2863, 12.3026
Si, 9.4538, 4.2129, 12.0839
Si, 6.7274, 6.9785, 12.085
Si, 10.0573, 7.5225, 13.5148
Si, -1.4947, -1.5364, 12.1218
Si, 3.0052, 0.5792, 13.668
Si, -3.1641, 10.3632, 13.373
Si, 8.2796, 5.8343, 13.3302
Si, 4.9514, 2.2285, 13.6918
Si, 9.0605, 5.3083, 16.4898
Si, 2.1624, 5.0273, 13.4469
Si, 5.9363, 8.7024, 13.5707
Si, 4.049, -1.2184, 12.4408
Si, 8.1957, 1.2615, 17.3713
Si, 5.4671, 4.1004, 24.4182
Si, 1.4173, 1.4896, 12.1502
Si, 1.6512, -0.4543, 18.399
Si, 5.9872, -7.8301, 15.7451
Si, 12.7588, 4.5113, 18.4073
Si, 4.0051, 4.0049, 12.3456
Si, 9.4037, 3.8701, 20.9349
Si, 21.352, 7.249, 15.8377
Si, 3.4095, -4.6813, 23.716
Si, 7.3346, 4.9785, 19.1088
Si, 7.5276, -7.9417, 27.712
Si, 7.8878, 20.9791, 19.4208
Si, -4.8873, 15.6494, 27.3693
Si, -9.8095, 9.6263, 24.5022
Si, -10.9668, 13.0054, 18.8173
Si, 11.364, 14.2881, 13.1508
Si, 8.0335, -13.7566, 27.0227
Si, 4.6243, 3.4513, 18.3524
Si, 6.6031, 1.1396, 28.9966
Si, 6.411, 10.8641, 21.7421
Si, -4.9485, 7.7041, 19.1653
Si, 5.4842, 42.3473, 26.6343
Si, -14.7632, 5.258, 15.342
Si, 2.3173, -4.9665, 15.6357
Si, 2.8161, 10.9725, 22.5699
Si, 4.6226, 19.4615, 21.9497
Si, 10.6958, 5.9525, 20.2913
Si, 5.3648, -3.9491, 16.1006
Si, 14.7596, 0.8155, 20.0248
Si, 4.9362, 10.2127, 28.8063
O, 4.3098, 7.3025, -4.3162
O, -7.5853, -1.3669, -5.2188
O, 10.8314, -0.3179, -12.3678
O, 10.0333, 25.835, -11.1744
O, -0.827, 7.0271, -8.0037
O, -13.8532, 15.0138, -6.8961
O, 19.8737, -7.6952, -4.8631
O, 3.1691, -4.3249, -1.9492
O, 1.1515, -5.4393, -7.7189
O, 7.0952, 13.0313, -10.6611
O, 24.8047, 12.6513, -1.1811
O, 2.8311, -9.8117, -5.9567
O, 15.5292, -13.4126, -0.9762
O, 15.0961, 15.6834, -3.5639
O, 3.124, -0.2372, -8.1854
O, 28.8109, 30.9717, 26.4099
O, 10.9308, 16.8448, 26.1858
O, 27.0341, 0.2585, 20.6253
O, 21.1131, 2.6631, 20.2141
O, -21.6399, 17.823, 21.5276
O, -20.5476, 7.132, 15.7598
O, -2.6617, 12.8731, 24.513
O, 5.8543, 4.9919, 25.7189
O, -3.1416, -0.551, 20.9985
O, 12.7094, -0.3834, 16.779
O, 31.3081, -8.8027, 17.7918
O, 6.8499, -1.8939, 18.8729
O, 28.4621, 3.8871, 23.3664
O, -10.0293, 23.6639, 15.8808
O, 16.7177, 20.4247, 22.524
O, 5.1756, 10.98, 25.6972
O, -2.3289, -5.8271, 18.0358
O, -19.4053, 18.5615, 27.5254
O, 3.7984, 22.5496, 23.6423
O, -1.7466, -17.5252, 25.4101
O, -33.4591, -15.7272, 23.7617
O, 12.7829, 27.8891, 23.1366
O, 4.3172, 23.8769, 19.1643
O, -18.3341, -6.4365, 18.7908
O, -11.6582, -2.5112, 16.9565
O, 16.9341, -6.732, 18.6092
O, -11.7754, 1.6682, 26.3794
O, 9.3243, 1.835, 14.7894
O, -3.3371, 11.5058, 18.6935
O, 1.0148, 8.9901, 18.7944
O, -17.9291, 6.4511, 15.7684
O, 15.8301, 18.9275, 20.4178
O, 6.8664, 28.218, 19.5857
O, 12.0089, 3.0932, 18.3761
O, -20.3623, 10.7117, 23.3285
O, 0.6017, 0.6643, 18.9184
O, -5.7252, 24.3792, 24.9311
O, -20.2932, -6.9997, 26.8319
O, -4.0642, 12.2479, 22.4721
O, 8.5805, 6.9843, 25.8193
O, 11.3222, 8.3247, 23.788
O, -5.575, 29.1032, 17.6921
O, -5.2045, -2.6545, 15.1415
O, 8.6718, -10.8927, 16.4681
O, -17.1013, 14.0685, 16.7384
O, 31.1597, -1.2882, 19.143
O, 0.149, 21.189, 25.6238
O, 13.3096, 9.1305, 25.2567
O, 12.7566, 4.9803, 16.8646

Results
free energy: -113253.075 eV
free energy less fixed offsets of O -570.45, Si -639.56 eV per atom: 2.925 eV

Forces (eV/angstrom), in the order of the atoms: element, x, y, z
Si, 0.0273, 0.0339, -0.052
Si, 0.0403, -0.0127, -0.3456
Si, 0.0048, -0.0105, -0.3327
Si, -0.0049, 0.0032, 0
Si, 0.0053, 0.0155, -0.2583
Si, -0.0011, -0.003, 0.0054
Si, 0.0106, -0.0147, -0.1478
Si, 0.0055, -0.0083, -0.2705
Si, -0.0032, 0.0015, 0.0049
Si, 0.0394, -0.002, -0.2525
Si, 0.0044, -0.0046, 0.0007
Si, 0.0046, -0.0021, -0.0011
Si, -0.0051, 0.0192, -0.1014
Si, -0.0013, 0.0028, -0.0004
Si, -0.019, -0.0165, -0.2194
Si, 0.0158, -0.0267, -0.103
Si, -0.0088, -0.0061, 0.0066
Si, 0.0025, 0.0048, -0.0001
Si, -0.002, 0.0023, 0.0033
Si, -0.0012, 0.0012, 0.0087
Si, -0.0172, -0.0082, -0.2423
Si, 0.003, -0.0073, -0.0001
Si, -0.006, 0, 0.001
Si, 0.0031, 0.0001, 0.0029
Si, -0.001, 0.0002, 0.001
Si, -0.0001, -0.0005, 0.0029
Si, 0.0007, -0.002, -0.0017
Si, -0.0009, 0.0011, -0.0018
Si, 0.0031, -0.0019, -0.0012
Si, -0.0019, 0.0007, -0.0001
Si, -0.0042, 0.0038, -0.0013
Si, 0.0013, 0.0002, 0.0009
Si, 0.0009, -0.0005, 0.0016
Si, -0.0002, -0.0019, 0.0024
Si, 0.0003, 0.001, 0.0002
Si, -0.0003, 0.0017, 0
Si, -0.0005, 0.001, 0.001
Si, -0.0008, 0.0007, 0.0017
Si, -0.0007, -0.0012, 0.0005
Si, 0.0006, -0.0013, 0.0016
Si, 0.001, 0.0014, 0.0016
Si, -0.0009, -0.0004, 0.0012
Si, -0.0005, -0.0008, 0.0009
Si, 0.0005, 0, 0.0025
Si, 0.0002, -0.0002, 0.002
Si, 0.0013, 0.0002, 0.0014
Si, 0.0015, 0.0019, 0.0008
Si, -0.0003, -0.0008, 0.0008
Si, -0.0009, 0.0012, 0.001
Si, 0.001, -0.0007, 0.0005
Si, 0.0015, -0.0003, 0.0017
Si, 0.0011, 0.0013, 0.0024
Si, 0.0007, -0.0007, 0.0012
Si, 0.0001, -0.0004, 0.0021
Si, -0.0008, 0.0008, 0.0016
Si, 0.0006, -0.0007, 0.0017
Si, 0.0003, 0.0005, 0.0005
Si, 0.0004, 0.0013, 0.0008
Si, -0.0002, 0, 0.0003
Si, 0.0022, -0.0001, 0.0001
Si, -0.0005, 0.0008, 0.0007
Si, 0.0004, 0, 0.0012
Si, 0.0013, -0.0012, -0.0001
Si, 0, 0.0009, 0.0001
Si, 0.0033, -0.0024, 0.0005
Si, 0.0012, -0.003, 0.001
Si, -0.0038, 0.0039, 0.0035
Si, -0.001, 0.0016, -0.0013
Si, -0.0032, 0.0022, 0.0017
Si, -0.0005, 0.0038, 0.0013
Si, 0.0022, -0.0008, -0.0008
Si, 0.0039, -0.0043, 0.0015
Si, -0.0009, -0.0078, -0.1484
Si, 0.0096, 0.0078, -0.1299
Si, 0.0072, 0.0053, 0.0031
Si, -0.003, 0.0321, -0.178
Si, 0.005, 0.0042, 0.0037
Si, -0.0025, -0.011, 0.0019
Si, -0.0079, 0.005, 0.0051
Si, -0.0056, -0.0085, 0.0068
Si, 0.0004, 0.0075, 0.0039
Si, -0.0008, -0.0005, 0.0014
Si, -0.002, -0.0035, 0.0049
Si, 0.0133, 0.0085, -0.0111
Si, 0.0015, -0.0022, -0.006
Si, 0.0155, 0.0306, -0.1732
Si, -0.0056, -0.0059, -0.0001
Si, 0.0057, 0.0176, -0.0625
Si, 0.0021, -0.0096, 0.0029
Si, -0.0128, 0.0134, -0.2513
Si, -0.0044, -0.0218, -0.2733
Si, -0.0059, -0.0001, 0.0044
Si, -0.0495, -0.0101, -0.2536
Si, 0.0119, 0.0313, -0.1575
Si, 0.0325, -0.0116, -0.2632
Si, 0.0051, 0.007, 0.004
Si, 0.0246, 0.0208, -0.25
Si, -0.0061, -0.0618, -0.1338
Si, 0.0052, 0.0503, -0.2536
Si, 0.0143, 0.0157, -0.2808
Si, 0.009, -0.0007, 0.0034
Si, 0.0373, 0.0112, -0.2593
Si, -0.0165, 0.0133, -0.1131
Si, 0.0282, -0.0254, -0.2794
Si, 0.0009, -0.028, -0.2487
Si, 0.004, 0.0017, 0.0055
Si, 0.0013, -0.0226, -0.1115
Si, 0.0255, 0.0449, -0.2464
Si, 0.0001, 0.0088, 0.007
Si, 0.0258, -0.0539, -0.2694
Si, 0.034, -0.0608, -0.3129
Si, -0.03, 0.0097, -0.1629
Si, 0.0009, -0.0005, 0.0137
Si, 0.0016, 0.0312, -0.1694
Si, 0.0179, -0.0028, -0.3284
Si, 0.0614, 0.0233, -0.2935
Si, -0.0013, -0.0174, -0.2781
Si, 0.0255, -0.0235, -0.2057
Si, -0.0027, 0.0361, -0.3072
Si, 0.0018, 0.0017, 0.0038
O, -0.0476, -0.0891, 0.1465
O, -0.0315, 0.0172, 0.1132
O, 0.0111, 0.0108, 0.063
O, -0.0173, 0.01, 0.0721
O, 0.0125, -0.0758, 0.1501
O, 0.0607, -0.0488, 0.165
O, -0.091, -0.0777, 0.2048
O, -0.0056, 0.0426, 0.1565
O, -0.0795, 0.04, 0.1505
O, 0.0574, -0.0529, 0.1142
O, -0.0569, 0.0526, 0.1419
O, -0.0384, -0.0331, 0.1978
O, 0.0398, 0.0326, 0.0839
O, 0.0305, -0.0269, 0.0982
O, 0.0676, 0.0344, 0.1333
O, 0.0236, -0.0136, 0.0661
O, 0.0316, -0.0271, 0.1335
O, 0.043, -0.023, 0.1351
O, -0.0508, 0.0646, 0.1493
O, 0.0464, 0.0612, 0.2386
O, 0.0105, 0.0008, 0.0713
O, 0.0437, 0.0088, 0.2331
O, 0.0315, 0.0258, 0.2002
O, -0.0553, 0.0338, 0.1738
O, 0.0087, -0.0357, 0.1996
O, 0.0452, 0.0133, 0.122
O, -0.0034, 0.0166, 0.0971
O, -0.057, 0.0306, 0.132
O, -0.001, -0.0168, 0.0855
O, -0.0158, -0.0134, 0.1091
O, 0.0315, -0.0615, 0.1316
O, -0.0503, -0.0352, 0.2459
O, -0.0439, -0.0319, 0.1207
O, 0.0495, 0.0541, 0.2042
O, -0.0125, -0.0367, 0.1108
O, -0.0638, -0.029, 0.1872
O, 0.0347, -0.0052, 0.1053
O, -0.0265, -0.091, 0.1351
O, -0.0033, -0.0037, 0.0829
O, 0.0044, 0.0641, 0.1866
O, 0.0148, 0.0075, 0.1032
O, 0.0207, -0.026, 0.0848
O, 0.0015, -0.0102, 0.0633
O, -0.0184, -0.0617, 0.1442
O, 0.0086, -0.0071, 0.0857
O, 0.0161, 0.0097, 0.0688
O, -0.0732, 0.0496, 0.2236
O, -0.0112, 0.0238, 0.0978
O, -0.0163, -0.0006, 0.0846
O, -0.0464, -0.0368, 0.1499
O, 0.0036, 0.0106, 0.0847
O, -0.0146, -0.0189, 0.1022
O, 0.001, -0.005, 0.0513
O, 0.0278, 0.0902, 0.1383
O, -0.044, 0.0627, 0.1196
O, 0.0105, 0.0612, 0.1203
O, 0.0104, 0.0573, 0.2316
O, -0.0181, -0.0438, 0.1088
O, -0.0221, 0.0317, 0.1513
O, -0.0557, 0.0061, 0.1797
O, -0.0369, 0.0154, 0.0891
O, -0.061, 0.0649, 0.1769
O, 0.0341, -0.0265, 0.1109
O, -0.0175, -0.0552, 0.1872

The program warned: the cutoff lies below the one the program advises for these potential files; the forces do not sum to zero within the program's tolerance; empty levels may hold ghost states of the PAW files; the exchange-correlation potential is rough where the density is thin.
